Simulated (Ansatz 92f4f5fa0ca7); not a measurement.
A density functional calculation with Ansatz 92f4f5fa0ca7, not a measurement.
Periodic cell of 288 atoms, Si144O112H32, with a vacuum gap, from a study of silicon, its oxide and their interface. The atomic structure is a simulated model.

Settings: functional r2SCAN; potential files Ansatz PAW; basis plane waves; wave-function cutoff 800 eV; density cutoff ratio 5; exchange-correlation grid ratio 1; k mesh 1 x 1 x 1, shifted by 0.5 0.5 0 of a step; self-consistency stop 1e-11 eV per atom in the density residual; occupations fixed; spin none; net charge 0; applied field sawtooth along c, amplitude -0.015 V/angstrom in the program's sign convention, ramp centred at 0.9897 of c and 0.0205 of c wide, no dipole correction.

Cell vectors (angstrom)
a	10.88	0	0
b	0	10.88	0
c	0	0	48.7122

Atoms and the computed forces on them: element, x, y, z (angstrom), force x, y, z (eV/angstrom)
Si	-0.3869	-5.0764	35.1545	-0.0119	0.0066	-0.0151
Si	2.2597	-2.4344	35.0065	-0.0134	0.0034	-0.021
Si	-1.0464	0.9206	35.142	0.0047	-0.0025	-0.0174
Si	1.8067	-7.2592	35.0845	0.0026	-0.0101	-0.0207
Si	-6.4036	-4.6534	34.9644	0.0071	-0.007	-0.0149
Si	-3.5766	-1.8105	34.9905	0.008	-0.0049	-0.0186
Si	5.1303	0.4179	35.0927	-0.0053	0.0068	-0.0194
Si	-3.2505	-7.7516	35.1365	0.0023	0.0025	-0.0138
Si	0.7478	-3.5032	36.4418	0.0108	-0.0061	-0.014
Si	3.4343	-0.7756	36.2384	0.0033	-0.0056	-0.0151
Si	0.6549	-8.8776	36.3343	-0.0064	0.0088	-0.0145
Si	3.3817	-6.1516	36.405	-0.0014	0.0117	-0.0145
Si	-4.7626	-3.4622	36.2126	-0.0049	-0.0007	-0.0134
Si	-2.0761	-0.7225	36.43	-0.0035	0.0113	-0.0165
Si	6.1659	1.9446	36.5089	0.006	-0.0067	-0.0169
Si	-2.0228	-6.199	36.3925	0.0047	-0.0132	-0.0107
Si	-0.6624	-2.1025	37.6979	-0.0049	-0.0028	0.0173
Si	2.0577	0.6003	37.6108	0.0007	0.0051	0.0152
Si	-0.6712	-7.5544	37.7752	0.0033	-0.0007	0.0078
Si	2.078	-4.8269	37.8345	-0.0038	-0.0059	0.0002
Si	4.7819	-2.1188	37.6643	0.0023	0.0003	0.0027
Si	7.5091	0.6028	37.8656	-0.0016	-0.0014	0.0056
Si	4.7442	3.3421	37.723	0.0002	-0.0044	0.011
Si	-3.4103	-4.7887	37.6447	0.0026	0.0014	0.0053
Si	-2.0465	-3.4574	39.0403	0.0007	-0.007	0.0216
Si	0.7082	-0.73	39.0267	-0.0046	0.0007	0.0271
Si	-1.9987	1.975	39.1524	0.0027	-0.0022	0.0049
Si	0.6853	-6.1948	39.1264	-0.0032	-0.0057	0.0129
Si	3.4569	-3.4437	39.0993	-0.0018	-0.0037	0.013
Si	6.105	-0.7822	39.1013	0.003	0.0069	0.0149
Si	3.3772	1.9604	39.0373	-0.0025	-0.0067	0.0248
Si	6.1303	-6.1601	39.0348	0.0038	0.0085	0.0243
Si	1.3683	-1.3574	9.687	0.0086	0.0002	-0.0228
Si	4.0789	1.3548	9.6963	0.009	0.0039	-0.0236
Si	1.3495	4.0827	9.6112	0.0009	0.0021	-0.0126
Si	4.0593	-4.048	9.5589	-0.0041	0.0053	-0.0079
Si	6.7923	-1.3534	9.5996	0.0047	0.005	-0.011
Si	-1.3469	1.3696	9.5708	-0.0031	-0.001	-0.0071
Si	6.81	4.0821	9.6568	0.0022	-0.0064	-0.0202
Si	-1.3596	6.7973	9.6958	0.0003	-0.0011	-0.0251
Si	2.7166	-0.0044	11.0764	-0.0004	-0.0015	-0.0106
Si	5.4573	2.7317	11.0294	0.0083	0.0032	-0.0141
Si	2.7065	5.4905	10.9055	0.0013	-0.0031	-0.0067
Si	5.3845	-2.6903	10.9161	0.0034	-0.0039	-0.0069
Si	-2.6878	0.0043	10.9061	0.0051	0.0097	-0.0042
Si	0.0037	2.6938	10.9457	-0.0036	-0.0027	-0.0071
Si	8.1519	5.4266	11.044	-0.0033	-0.0017	-0.0151
Si	0.0082	-2.7143	11.0584	0.0071	0.0042	-0.0128
Si	1.3212	1.3597	12.3967	-0.0059	0.0057	0.0164
Si	4.0501	4.155	12.274	-0.0099	0.0029	0.0122
Si	1.4001	-4.0813	12.3774	0.0082	-0.0086	0.0135
Si	4.0891	-1.3808	12.4067	0.0089	-0.0095	0.0164
Si	-4.0122	1.3327	12.3041	0.0007	-0.008	0.0186
Si	-1.3292	4.0279	12.3396	0.0117	-0.0004	0.0119
Si	6.7135	-4.0457	12.2724	-0.0074	0.0116	0.0117
Si	-1.365	-1.3109	12.3547	-0.0118	0.0064	0.0109
Si	-0.2318	0.2073	13.7777	-0.0003	0.0055	-0.0343
Si	2.4935	3.0124	13.5729	0.0033	0.0082	-0.0258
Si	0.2673	-5.7135	13.6165	-0.0022	0.0021	-0.0245
Si	2.9515	-2.9554	13.7618	0.006	-0.0053	-0.0327
Si	5.7391	-0.228	13.6227	0.005	-0.0009	-0.0233
Si	-2.435	2.4241	13.6546	-0.0015	-0.007	-0.0282
Si	5.157	5.7157	13.6317	-0.0064	0.0048	-0.0231
Si	-3.0135	-2.4697	13.5324	-0.0018	-0.0052	-0.0201
Si	0.6216	-8.4907	28.5785	-0.0028	0.007	-0.0472
Si	4.0996	4.1785	20.392	0.0127	0.0023	-0.0461
Si	0.0435	-4.9028	22.4029	-0.0031	-0.0027	-0.0353
Si	-1.0734	-5.2255	25.1404	0.0043	0.0001	-0.0426
Si	-2.4881	-4.3413	20.7571	-0.0024	0.0121	-0.04
Si	1.7212	-1.9849	27.5639	0.0015	0.0031	-0.0495
Si	5.5424	-0.8477	29.1719	0.0036	-0.0016	-0.0475
Si	3.3022	-5.204	29.8096	-0.006	-0.0011	-0.0423
Si	1.7781	-0.8175	32.5204	0.0056	0.0041	-0.0536
Si	-2.8823	0.5494	30.2426	-0.0019	0.0231	-0.0466
Si	1.7047	-1.0403	15.9378	0.0014	0.0075	-0.0566
Si	-3.754	-2.4486	27.0064	-0.004	-0.0063	-0.0486
Si	4.4738	1.6415	27.9879	-0.0021	-0.0041	-0.0395
Si	5.5664	-4.1488	20.8053	0.0045	0.0029	-0.0373
Si	1.4917	1.7074	23.8506	-0.0039	-0.0079	-0.0475
Si	7.1731	-2.007	19.812	0.0087	-0.0133	-0.0361
Si	0.9472	-6.9735	25.9681	-0.0041	0.0022	-0.0502
Si	-0.4749	-0.2489	22.9169	0.005	0.0074	-0.0485
Si	4.5092	-2.5093	23.1509	-0.0033	-0.0079	-0.0436
Si	5.9501	2.6068	22.4328	-0.0107	-0.003	-0.0554
Si	1.6265	-2.2871	21.747	-0.0056	-0.0007	-0.0433
Si	5.1812	-4.255	25.5293	0.0045	0.0047	-0.0388
Si	7.289	1.1282	19.9754	-0.0039	0.0055	-0.0469
Si	5.5041	0.1688	24.1141	-0.0045	0.0028	-0.0391
Si	1.3133	3.2839	21.3409	-0.0027	0.0041	-0.0404
Si	-1.0243	-3.4347	27.8037	-0.0057	0.0029	-0.0433
Si	2.658	-4.7538	26.8973	0.0085	-0.0091	-0.0486
Si	-3.8105	-7.8209	27.4156	0.001	-0.0042	-0.0456
Si	3.2805	1.7507	33.1082	-0.0036	-0.0003	-0.0558
Si	7.0292	4.2944	15.7696	0.0004	0.0023	-0.0535
Si	-1.5737	-3.1509	18.4002	0.009	0.0015	-0.0507
Si	3.0547	-8.0721	30.2537	-0.0054	-0.0001	-0.0572
Si	-1.613	0.9159	27.549	-0.0021	-0.0015	-0.0501
Si	-2.2549	-3.7346	33.0202	0.0023	-0.0091	-0.0541
Si	-1.6584	-4.3805	15.6876	-0.0096	-0.0058	-0.0532
Si	-1.4314	-7.8337	30.7041	0.0028	0.0026	-0.0461
Si	3.2539	-2.3084	30.2936	-0.0012	-0.0051	-0.0536
Si	-4.5359	-5.9749	32.9176	0.0007	-0.003	-0.0589
Si	-1.8995	-4.7675	30.3554	0.0074	0.0005	-0.0515
Si	-3.8655	-6.3166	24.5941	-0.0013	0.0043	-0.043
Si	-4.5782	-5.8581	29.8429	0.0024	-0.0047	-0.055
Si	0.8162	-1.2838	18.9867	0.002	-0.0076	-0.0584
Si	5.4712	2.7041	17.979	-0.0054	-0.0066	-0.0583
Si	-0.7037	0.5258	32.1465	-0.0044	0.0039	-0.0546
Si	-2.6174	-0.5736	24.9932	0.0001	-0.0042	-0.0526
Si	3.1413	0.2933	25.8788	0.0056	0.006	-0.0539
Si	3.9357	1.2263	15.711	0.0038	-0.0029	-0.0439
Si	-0.6062	1.1568	20.1635	0.005	-0.0101	-0.0394
Si	-0.6941	-4.8136	40.4211	0.0109	-0.0052	0.1688
Si	2.06	-2.0818	40.4025	0.0093	-0.0157	0.1767
Si	-0.6298	0.6007	40.4532	-0.0054	0.0044	0.1961
Si	2.0493	3.3105	40.4488	-0.0074	0.0139	0.1926
Si	4.7963	-4.823	40.4422	-0.0138	0.0078	0.1965
Si	-3.3884	-2.121	40.4443	-0.0089	0.0089	0.1931
Si	4.7428	0.6126	40.4075	0.0176	-0.0069	0.1718
Si	7.48	3.361	40.4148	0.006	-0.0171	0.1768
Si	0.691	-3.4461	41.7455	-0.0509	-0.0221	0.2939
Si	3.3985	-0.7328	41.7786	-0.0195	0.0168	0.3574
Si	0.7009	1.9641	41.8224	0.0436	-0.0333	0.3658
Si	3.4204	-6.1891	41.7828	0.0117	-0.038	0.2694
Si	-4.7351	-3.4773	41.8146	0.0287	-0.0136	0.3379
Si	-2.0167	-0.7533	41.7896	0.0015	-0.0331	0.2851
Si	6.1175	1.982	41.745	-0.0288	0.0159	0.2922
Si	-2.0466	-6.1756	41.7785	0.0104	0.0558	0.3709
Si	1.3819	1.3557	6.9347	0.0158	-0.0251	-0.3148
Si	4.0931	4.0724	6.9607	0.0067	-0.0093	-0.3781
Si	1.3365	6.8101	6.9266	-0.0096	0.0551	-0.3496
Si	4.0707	-1.3378	6.9038	-0.0369	0.0392	-0.3011
Si	6.7886	1.3738	6.9224	-0.022	0.032	-0.3501
Si	-1.369	4.1002	6.9031	-0.0409	-0.0017	-0.3062
Si	6.8131	-4.0859	6.9277	0.0219	-0.0203	-0.33
Si	-1.3489	-1.3706	6.961	0.0336	-0.0227	-0.3627
Si	0.0317	-0.0119	8.2869	-0.022	0.0213	-0.1744
Si	2.7337	2.7095	8.3079	-0.0055	0.0055	-0.1784
Si	-0.0251	5.4509	8.286	0.0171	-0.0163	-0.1922
Si	2.6925	-2.6842	8.252	0.0068	-0.0107	-0.1934
Si	5.4229	0.0204	8.2793	0.0065	-0.0093	-0.1894
Si	8.1541	2.7412	8.2594	0.0159	-0.0085	-0.1854
Si	5.4572	5.4427	8.2882	-0.0119	0.0133	-0.1708
Si	8.1678	-2.7404	8.302	-0.0135	0.0177	-0.1764
O	8.1081	-2.7339	20.9559	-0.0012	0.0026	0.0169
O	6.814	-1.3605	14.1366	-0.0048	0.0029	-0.0005
O	-2.7948	-2.3439	33.6467	-0.0173	0.0099	0.0305
O	4.8112	-2.0788	29.9101	-0.0057	-0.0058	0.0195
O	4.6614	1.347	33.8288	0.0067	-0.0106	0.0286
O	5.8551	4.9888	14.9077	0.0092	-0.0064	0.0245
O	5.7926	-5.2852	24.4623	-0.0043	0.0044	0.0093
O	4.3324	-5.0935	20.3833	0.0027	0.0051	0.0136
O	4.0666	-4.0778	14.2206	0.0034	0.0034	0.0062
O	1.3819	4.0809	14.1409	-0.0072	0.0035	0.0013
O	2.4476	-5.1458	28.4426	0.0033	-0.0111	0.0369
O	-4.6716	-0.6807	34.5095	-0.003	0.0009	0.0111
O	3.3723	-3.5335	34.4923	0.0009	-0.0023	0.0146
O	-3.8199	0.3838	24.5114	0.0076	-0.0014	0.0192
O	1.4589	-1.9092	33.6743	-0.0001	-0.015	0.0376
O	2.5753	-7.8394	33.7649	-0.0111	0.0117	0.033
O	-4.6085	-1.3669	27.8361	-0.0098	0.0087	0.0304
O	-2.3566	-3.2636	14.7777	0.005	-0.0104	0.0178
O	-1.346	1.3307	14.2356	-0.003	0.0015	0.0016
O	4.1683	-8.0892	29.0781	-0.0042	0.0071	0.0245
O	7.7145	3.0912	14.9438	-0.0065	0.0098	0.0228
O	3.3056	2.4304	14.8513	0.0075	-0.0059	0.0214
O	-0.6204	-8.7454	31.803	0.0051	-0.0136	0.0238
O	2.3113	-1.8882	29.0573	0.0122	-0.002	0.0312
O	-4.7496	-6.4302	31.3725	0.0001	-0.0063	0.0455
O	-1.0697	-3.5896	16.9531	0.004	0.0093	0.0296
O	-3.4484	-4.6996	29.8785	0.0044	-0.0027	0.012
O	5.3343	-3.5665	22.2788	0.0005	0.0085	0.032
O	6.9027	3.4958	23.395	0.0055	0.0085	0.0321
O	4.477	-3.0676	24.6774	0.0038	-0.0116	0.0252
O	0.1309	-2.294	27.7238	0.0008	-0.0013	0.015
O	2.2812	-2.3238	15.1213	-0.0072	0.0065	0.0247
O	5.1799	0.5372	14.948	-0.0085	0.0071	0.0231
O	1.6696	-5.5446	25.9234	0.0067	0.0052	0.0264
O	6.998	-0.4566	20.1379	-0.0034	-0.0015	0.0131
O	7.9483	-2.2411	18.3921	-0.0074	-0.0003	0.0265
O	4.4026	0.1995	28.7104	0.0098	-0.0089	0.0237
O	4.9739	-5.4349	33.6052	-0.0121	0.0067	0.0303
O	-4.6277	-3.747	26.6362	0.0108	0.0102	0.0222
O	2.495	0.6057	24.4394	0.0085	-0.0022	0.0211
O	-1.4559	-4.9268	21.8085	0.014	-0.0003	0.0226
O	-2.4686	-2.7403	27.9236	0.0045	0.0003	0.0123
O	-0.424	-2.2936	19.1171	-0.0004	0.0048	0.0166
O	-2.5334	-5.4178	24.5084	0.0003	-0.0032	0.0249
O	-0.0261	1.1117	27.83	-0.0001	0.0049	0.0231
O	1.768	-8.8545	29.6532	0.0063	0.0027	0.0268
O	6.9332	-5.0518	20.8368	-0.0015	-0.0039	0.0129
O	0.1779	2.545	20.4514	0.0079	0.0059	0.0189
O	-4.3641	-0.067	30.2079	0.0077	-0.0017	0.0181
O	-2.1437	-8.8482	34.654	-0.0006	0.0023	0.007
O	1.7983	-1.7055	20.2264	0.0049	-0.0122	0.0332
O	-3.489	-4.7636	33.0326	-0.0011	-0.0005	0.0212
O	-0.9063	-4.4161	29.1113	-0.0055	-0.0118	0.0319
O	-0.4143	-5.0754	14.9482	-0.0095	0.008	0.0233
O	1.4217	-1.4236	17.4883	-0.0074	0.001	0.044
O	3.0436	-2.349	22.5032	0.0142	0.0013	0.0169
O	4.4424	1.8495	17.0912	0.0102	0.0092	0.0334
O	-3.9377	-6.9921	26.0541	0.0023	-0.0113	0.0387
O	-1.688	-6.2617	31.0392	-0.0006	0.0027	0.0181
O	0.6974	-6.1642	34.5661	0.0016	-0.004	0.0148
O	0.5319	-0.3677	31.5856	0.0068	-0.0047	0.0201
O	-0.6054	-6.705	25.6245	0.0052	-0.0065	0.0092
O	3.5751	-8.8485	31.554	0.0018	-0.0077	0.0432
O	-1.7051	-3.6328	31.5001	0.0006	0.012	0.0373
O	0.3188	0.2485	19.1909	-0.0045	0.0093	0.019
O	4.641	3.6045	19.0042	-0.0108	0.0098	0.0341
O	3.0257	-3.8665	30.6699	0.0007	0.0024	0.0184
O	-2.1999	0.1373	28.8341	0.0001	0.0032	0.0286
O	5.7811	-2.8664	19.8069	-0.0046	-0.0104	0.0202
O	4.1392	-5.0953	26.4154	-0.013	-0.0028	0.0251
O	3.3678	1.6146	26.8072	-0.0002	0.0083	0.0296
O	-2.0633	1.4501	19.5325	0.0018	-0.0019	0.0181
O	4.8697	3.5236	21.6556	0.0096	-0.0058	0.0241
O	4.6452	-0.1706	25.4625	-0.0138	-0.004	0.0207
O	-0.6032	0.2602	33.7269	-0.0104	0.0014	0.0361
O	2.3854	-3.1872	26.7301	-0.0029	0.0045	0.0128
O	-3.966	-7.2235	33.7667	0.0019	-0.0091	0.0333
O	8.1429	5.3961	16.1504	-0.0006	0	0.0203
O	-1.0177	-4.2629	26.4245	0.0026	0.0145	0.0387
O	6.3702	1.6532	18.78	0.0107	-0.0121	0.0273
O	0.033	1.0193	23.7907	0.005	0.0039	0.0263
O	0.9598	-3.767	21.712	-0.0064	-0.0062	0.0209
O	1.9189	2.1854	22.3726	-0.0003	-0.0108	0.0283
O	2.5206	3.854	20.4475	-0.0047	-0.0047	0.0154
O	2.2891	0.4998	33.2983	-0.003	0.0031	0.0213
O	5.2805	-1.0868	23.12	0.0029	0.0045	0.0161
O	-0.5435	-7.7272	29.3715	-0.0132	0.0046	0.029
O	-2.7947	-8.7016	30.4232	0.0007	0.0187	0.0177
O	-0.9675	0.3223	21.5003	-0.0003	-0.0078	0.0309
O	-1.8634	-4.494	19.2662	-0.0035	-0.0028	0.0286
O	2.8105	0.1197	15.9655	0	-0.0012	0.0186
O	-3.2848	-1.9228	25.5529	0.003	-0.0027	0.0296
O	-4.0483	-6.8918	28.7152	-0.0106	0.0108	0.0364
O	2.9348	-1.3923	31.5687	-0.0137	0.013	0.0349
O	1.2	-7.5293	27.4453	-0.0076	-0.0041	0.0297
O	-1.6682	-0.9352	23.7459	-0.0081	0.0027	0.0272
O	-1.0308	-4.2963	33.8908	0.0147	-0.0107	0.027
O	5.9554	1.8856	27.4158	-0.0007	0.0014	0.0077
O	0.3926	-0.4828	15.1381	0.0067	-0.0037	0.0201
O	-0.1108	-4.6236	23.9855	-0.0039	-0.0006	0.0386
O	0.6894	-1.3191	22.639	-0.0001	0.004	0.0174
O	6.3974	3.6847	17.1056	-0.0129	-0.0132	0.0362
O	6.9075	1.8479	21.3713	-0.0087	0.0105	0.0277
O	4.8714	-5.2552	29.43	0.004	0.0011	0.0219
O	2.156	-0.6923	26.6942	-0.0018	-0.0143	0.0261
O	1.543	-7.9234	24.8399	-0.0012	0.0169	0.0259
O	5.1175	1.5416	23.342	-0.0045	-0.0113	0.0142
O	-2.0584	-0.0631	31.4893	0.0109	-0.0009	0.0232
O	-1.7652	0.0923	26.1856	0.0074	0.0087	0.0268
O	2.8018	-6.515	30.6182	-0.0042	-0.0091	0.0226
O	-2.3677	-8.5395	27.4193	0.004	-0.0015	0.0078
O	0.6722	4.5118	22.1659	-0.0062	0.0094	0.019
H	-0.1327	-2.6262	42.678	0.3634	-0.3082	-0.2566
H	1.5095	-4.2712	42.678	-0.2666	0.2699	-0.2842
H	4.2196	-1.5553	42.7111	-0.253	0.254	-0.295
H	2.577	0.0893	42.7111	0.3358	-0.3491	-0.2629
H	-0.126	2.7808	42.7549	0.2479	-0.2609	-0.2801
H	1.5232	1.1428	42.7549	-0.3301	0.3635	-0.2242
H	2.5994	-5.3665	42.7153	0.2564	-0.2779	-0.2688
H	4.2413	-7.0118	42.7153	-0.3185	0.3479	-0.2314
H	-5.5582	-2.6567	42.7471	0.2562	-0.2478	-0.278
H	-3.9152	-4.3009	42.7471	-0.3484	0.3572	-0.2331
H	-1.1923	-1.5725	42.7221	-0.3695	0.3071	-0.2264
H	-2.8379	0.0692	42.7221	0.2789	-0.2418	-0.2683
H	5.2984	2.8065	42.6775	0.3088	-0.3577	-0.2528
H	6.9431	1.1641	42.6775	-0.2622	0.2593	-0.2912
H	-2.8672	-5.3527	42.711	0.3539	-0.3509	-0.2535
H	-1.2279	-7.0005	42.711	-0.254	0.2558	-0.3
H	0.5575	2.1749	6.0022	0.2502	-0.2457	0.3065
H	2.2056	0.5358	6.0022	-0.3351	0.3739	0.2608
H	4.9146	3.2504	6.0283	-0.3462	0.341	0.2574
H	3.2708	4.8938	6.0283	0.2411	-0.2628	0.2883
H	0.5178	7.635	5.9941	0.3148	-0.3925	0.2253
H	2.1634	5.9935	5.9941	-0.2561	0.2386	0.2839
H	4.8917	-2.1604	5.9714	-0.2503	0.2515	0.2969
H	3.2523	-0.5127	5.9714	0.3782	-0.3359	0.2342
H	7.6116	0.5532	5.9899	-0.273	0.2376	0.2783
H	5.9675	2.1963	5.9899	0.3462	-0.3437	0.2316
H	-2.1947	4.9181	5.9707	0.3582	-0.3364	0.2464
H	-0.5479	3.2777	5.9707	-0.2325	0.2662	0.289
H	7.6322	-4.9104	5.9953	-0.344	0.3482	0.263
H	5.9922	-3.2632	5.9953	0.2653	-0.2421	0.3028
H	-0.5283	-2.1936	6.0286	-0.3659	0.3383	0.2481
H	-2.1689	-0.547	6.0286	0.2516	-0.2574	0.2973

Results
free energy: -156496.980 eV
free energy less fixed offsets of H -15.71, O -570.45, Si -639.56 eV per atom: -7.220 eV

The program warned: the cutoff lies below the one the program advises for these potential files; the forces do not sum to zero within the program's tolerance; empty levels may hold ghost states of the PAW files; the exchange-correlation potential is rough where the density is thin.
